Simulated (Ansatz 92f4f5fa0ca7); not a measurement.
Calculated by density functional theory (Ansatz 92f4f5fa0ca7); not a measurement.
Periodic cell of 223 atoms, Si133O90, from a study of silicon, its oxide and their interface. The atomic structure is a simulated model.
This geometry differs little from another in the collection (a relaxation step or a small displacement).

Settings: functional r2SCAN; potential files Ansatz PAW; basis plane waves; wave-function cutoff 800 eV; density cutoff ratio 5; exchange-correlation grid ratio 1; k mesh 1 x 1 x 1, Gamma-centred; self-consistency stop 5e-08 eV per atom in the density residual; occupations fixed; spin none; net charge 0.

Cell vectors (angstrom)
a, 10.938, 0, 0
b, 0, 10.938, 0
c, 0, 0, 32.1988

Atoms and the computed forces on them: element, x, y, z (angstrom), force x, y, z (eV/angstrom)
Si, 10.6087, 0.2358, 24.8382, -0.0331, 0.0334, -0.001
Si, 5.7439, 10.6833, 24.7173, 0.0101, -0.0036, 0.0074
Si, 2.5011, 2.9216, 24.633, -0.003, 0.0013, 0.0101
Si, 8.4329, 2.4888, 24.8093, 0.0274, -0.0216, 0.0264
Si, 0.292, 5.172, 24.7472, -0.0021, -0.0052, 0.0037
Si, 5.1588, 5.7611, 24.6733, 0.0096, -0.011, -0.0079
Si, 2.9324, 8.0111, 24.5795, -0.0157, 0.0118, -0.0242
Si, 7.9439, 8.4294, 24.7207, 0.0009, 0.0072, 0.0077
Si, 1.353, 1.3777, 26.0266, -0.0106, 0.0073, 0.0014
Si, 6.8375, 1.3345, 26.0846, 0.0084, -0.0066, 0.0001
Si, 4.0602, 4.1158, 25.9856, -0.0077, 0.0011, -0.0084
Si, 9.6069, 4.0835, 26.0737, 0.009, -0.0122, -0.0019
Si, 1.4076, 6.8317, 25.9985, -0.001, -0.0052, -0.005
Si, 6.7736, 6.8534, 26.0233, 0.0019, 0.0051, -0.0058
Si, 4.1014, 9.5474, 25.9801, 0.0043, -0.0022, -0.0024
Si, 9.5002, 9.5606, 26.108, -0.0073, 0.0062, -0.0031
Si, 2.7395, -0.0065, 27.3689, -0.0035, 0.0043, -0.0018
Si, 8.1835, -0.002, 27.478, 0.0109, 0.0112, -0.0119
Si, 0.0173, 2.7269, 27.4482, -0.0069, -0.006, -0.0091
Si, 5.4495, 2.7514, 27.3798, 0.0024, -0.0018, -0.0044
Si, 2.7375, 5.4729, 27.4169, 0.0024, -0.0055, 0.0014
Si, 8.1912, 5.48, 27.3789, 0.0003, -0.0017, -0.0035
Si, 0.0083, 8.188, 27.3865, -0.0052, 0.0045, -0.0046
Si, 5.4467, 8.2143, 27.4224, 0.0009, 0.0012, 0.0005
Si, 4.1018, 1.3673, 28.7805, -0.0604, 0.0043, -0.2993
Si, 9.5708, 1.3673, 28.7805, 0.086, -0.0091, 0.3101
Si, 1.3673, 4.1018, 28.7805, 0.0642, 0.1115, 0.1846
Si, 6.8362, 4.1018, 28.7805, -0.0296, 0.0415, -0.2771
Si, 4.1018, 6.8362, 28.7805, 0.0087, -0.0275, 0.1253
Si, 9.5708, 6.8362, 28.7805, -0.0235, -0.0441, -0.2286
Si, 1.3673, 9.5708, 28.7805, 0.0544, -0.0142, -0.2995
Si, 6.8362, 9.5708, 28.7805, -0.2808, -0.0982, 0.3603
Si, 0, 0, 30.1478, -0.0414, 0.02, -0.013
Si, 5.469, 0, 30.1478, 0.0331, -0.0478, 0.0035
Si, 2.7345, 2.7345, 30.1478, -0.0135, 0.0296, -0.0169
Si, 8.2035, 2.7345, 30.1478, 0.0315, -0.0207, -0.0197
Si, 0, 5.469, 30.1478, 0.0085, -0.0523, -0.0158
Si, 5.469, 5.469, 30.1478, -0.0077, 0.0314, -0.0136
Si, 2.7345, 8.2035, 30.1478, -0.0111, -0.0361, -0.0155
Si, 8.2035, 8.2035, 30.1478, -0.0202, 0.0087, -0.0192
Si, 1.3673, 1.3673, 31.515, 0.0075, -0.0132, -0.012
Si, 6.8362, 1.3673, 31.515, -0.0063, 0.0217, -0.0167
Si, 4.1018, 4.1018, 31.515, 0.0185, -0.0259, -0.0055
Si, 9.5708, 4.1018, 31.515, -0.0134, 0.0317, -0.0189
Si, 1.3673, 6.8362, 31.515, -0.0255, 0.0265, -0.0263
Si, 6.8362, 6.8362, 31.515, 0.0271, -0.0237, -0.006
Si, 4.1018, 9.5708, 31.515, -0.0358, 0.0246, -0.0178
Si, 9.5708, 9.5708, 31.515, 0.0175, -0.0065, -0.0063
Si, 2.7345, 0, 0.6835, 0.0053, -0.015, 0.0282
Si, 8.2035, 0, 0.6835, -0.0119, 0.0108, -0.0007
Si, 0, 2.7345, 0.6835, -0.0123, 0.0027, 0.0227
Si, 5.469, 2.7345, 0.6835, 0.0162, -0.0088, 0.0206
Si, 2.7345, 5.469, 0.6835, -0.0561, 0.0326, -0.0111
Si, 8.2035, 5.469, 0.6835, 0.0381, -0.042, 0.0266
Si, 0, 8.2035, 0.6835, 0.034, -0.041, 0.0117
Si, 5.469, 8.2035, 0.6835, 0.0027, 0.0177, 0.0206
Si, 4.1018, 1.3673, 2.0507, -0.0007, 0.0546, 0.023
Si, 9.5708, 1.3673, 2.0507, -0.0341, -0.0574, 0.0119
Si, 1.3673, 4.1018, 2.0507, 0.0976, 0.0484, -0.0101
Si, 6.8362, 4.1018, 2.0507, -0.0229, 0.027, 0.0265
Si, 4.1018, 6.8362, 2.0507, -0.0313, -0.0582, 0.0071
Si, 9.5708, 6.8362, 2.0507, 0.0022, 0.0482, 0.0286
Si, 1.3673, 9.5708, 2.0507, -0.0876, -0.005, 0.0148
Si, 6.8362, 9.5708, 2.0507, 0.0848, 0.0176, 0.0069
Si, 0, 0, 3.418, -0.1525, -0.2701, -0.2021
Si, 5.469, 0, 3.418, 0.1179, 0.0603, 0.3758
Si, 2.7345, 2.7345, 3.418, 0.2294, 0.3297, -0.3379
Si, 8.2035, 2.7345, 3.418, -0.1823, -0.2751, 0.2155
Si, 0, 5.469, 3.418, 0.1435, 0.0495, 0.1218
Si, 5.469, 5.469, 3.418, -0.0148, -0.0346, -0.052
Si, 2.7345, 8.2035, 3.418, 0.1367, 0.0216, 0.2389
Si, 8.2035, 8.2035, 3.418, -0.0591, 0.1063, -0.2279
Si, 1.3802, 1.3714, 4.6984, -0.0134, -0.0055, -0.0011
Si, 6.8354, 1.3544, 4.872, -0.004, 0.0017, -0.0088
Si, 4.1382, 4.079, 4.8016, 0.0029, 0.0072, 0.0066
Si, 9.5692, 4.0894, 4.7626, -0.0078, 0.0007, 0.017
Si, 1.3961, 6.8273, 4.8114, -0.0035, -0.0025, -0.0063
Si, 6.8151, 6.8712, 4.7604, 0.0131, 0.0216, 0.0059
Si, 4.1196, 9.572, 4.8217, 0.0034, -0.007, 0.0132
Si, 9.5522, 9.5581, 4.7916, 0.0031, 0.0038, 0.0147
Si, 2.7541, 0.0882, 6.0918, 0.0062, -0.0039, -0.0081
Si, 8.1928, -0.0561, 6.2577, 0.0108, -0.0155, 0.032
Si, 0.0097, 2.6837, 6.0568, 0.0024, 0.0016, -0.0019
Si, 5.4708, 2.7337, 6.2847, -0.0084, 0.0056, 0.0225
Si, 2.8103, 5.4792, 6.1783, 0.0109, -0.0085, 0.0329
Si, 8.1761, 5.4697, 6.0649, -0.001, -0.0003, -0.011
Si, 0.0046, 8.1957, 6.1529, -0.017, 0.007, 0.0195
Si, 5.5113, 8.2315, 6.2371, -0.0059, -0.0046, -0.0119
Si, 3.8301, 1.5864, 7.6101, 0.004, 0.0003, 0.0057
Si, 9.8223, 1.1441, 7.4525, -0.0037, 0.0127, -0.0044
Si, 1.6246, 3.8002, 7.3092, -0.0374, 0.0072, 0.0011
Si, 6.6387, 4.4225, 7.4977, -0.0022, 0.0163, 0.0074
Si, 4.3976, 6.6444, 7.5598, 0.0231, 0.0007, -0.036
Si, 9.365, 6.9512, 7.4133, -0.0628, 0.0284, -0.0255
Si, 1.1279, 9.918, 7.3131, -0.0033, 0.0063, 0.0022
Si, 7.1538, 9.2242, 7.6816, 0.0245, -0.0411, -0.0299
O, 8.2685, 8.0532, 7.8799, 0.0732, 0.0463, 0.0292
O, 2.6905, 2.7229, 7.9322, 0.0348, 0.0243, -0.0185
O, 9.5295, 1.3657, 24.3101, 0.0083, -0.0076, -0.0361
O, 4.055, 6.8749, 24.1257, -0.0007, 0.0014, 0.0223
O, 0.0228, 0.0449, 7.9276, -0.0135, -0.0312, -0.0033
O, 5.5326, 5.5373, 8.0209, -0.0375, -0.043, 0.0057
O, 6.8619, 9.5724, 24.2181, -0.0093, -0.0104, -0.0073
O, 1.3779, 4.0532, 24.1927, 0.0105, 0.0071, -0.0039
O, 3.8354, 7.4077, 8.9236, -0.0149, 0.0078, 0.0119
O, 0.8105, 4.3923, 8.5776, 0.0133, 0.0128, 0.0122
O, 9.8425, 6.2004, 8.7952, 0.025, -0.0172, 0.0004
O, 2.0443, 9.3631, 8.5347, -0.0056, -0.0036, -0.0112
O, 7.4716, 3.9045, 8.8128, 0.002, -0.0099, -0.0011
O, 4.2714, 0.9753, 9.0775, 0.0007, 0.0032, 0.0038
O, 6.7629, 9.5365, 9.24, -0.0036, 0.0008, 0.0063
O, 9.176, 1.8535, 8.781, -0.0044, 0.0014, 0.0003
O, 7.7457, 3.1767, 23.5012, -0.0149, 0.0072, 0.0045
O, 10.5382, 5.8683, 23.4498, -0.0098, 0.0078, -0.0049
O, 5.103, 0.4323, 23.3835, 0.0013, 0.0113, -0.0011
O, 5.8756, 5.082, 23.3683, -0.0077, 0.0061, 0.0024
O, 3.1533, 2.2248, 23.2844, 0.0042, -0.0029, -0.0025
O, 2.2522, 8.7219, 23.2381, 0.0094, -0.0063, 0.0032
O, 8.6099, 7.7147, 23.4028, 0.008, 0.001, -0.0003
O, 0.247, 10.4051, 23.5371, 0.0136, -0.0304, 0.0171
Si, 4.4208, 1.5822, 22.4701, -0.0012, 0.003, -0.0001
Si, 3.4896, 7.9453, 14.0218, -0.0002, -0.0011, -0.0016
Si, 7.0981, 0.9638, 14.6571, -0.0044, 0.002, -0.001
Si, 0.9252, 9.3709, 22.5125, -0.0055, 0.0049, 0.0016
Si, 1.1673, 4.2856, 11.8766, -0.0024, -0.0018, -0.0031
Si, 6.26, 8.9765, 15.3057, 0.0003, 0.001, -0.001
Si, 0.6529, 1.3641, 12.2996, -0.0027, 0.0021, -0.0015
Si, 8.6294, 4.958, 20.498, 0, 0.0054, -0.0006
Si, 0.3328, 5.7056, 9.3587, -0.0167, -0.0046, -0.005
Si, 5.0921, 3.1253, 17.909, -0.0021, -0.0015, -0.0001
Si, 0.8543, 3.7544, 16.7056, -0.0004, -0.0017, -0.0002
Si, 10.3751, 2.8352, 19.1833, -0.0006, -0.0004, 0.0014
Si, 5.2818, 1.1988, 10.3484, 0.0043, 0.0001, -0.0009
Si, 0.8771, 0.1744, 19.8253, 0.0027, -0.0001, 0.0029
Si, 6.6399, 9.4659, 10.8678, -0.004, 0, -0.0114
Si, 9.3326, 9.6869, 18.2884, 0.0016, 0.001, 0.0007
Si, 9.3694, 9.2562, 12.584, -0.0004, 0, 0.0032
Si, 6.5977, 3.8591, 22.5886, 0.0022, -0.0006, -0.0021
Si, 2.4217, 8.0664, 9.398, 0.0069, -0.0016, 0.007
Si, 10.5769, 7.3799, 17.0311, -0.0019, 0, -0.0004
Si, 2.4986, 6.2959, 16.5413, 0.0017, 0.001, -0.0009
Si, 10.1431, 4.4926, 14.166, -0.0019, -0.0012, -0.0017
Si, 6.13, 9.1984, 18.4803, -0.0007, 0.0019, -0.0015
Si, 7.954, 2.5614, 9.5747, 0.0037, 0.0035, -0.0037
Si, 8.8585, 2.1423, 12.4518, -0.0016, -0.0004, -0.0033
Si, 5.3343, 6.2485, 18.0158, 0.0007, 0.0003, -0.0017
Si, 3.9393, 0.5775, 19.4677, -0.001, 0.0009, 0.0012
Si, 4.27, 3.8373, 12.0578, -0.0001, 0.0033, 0.0016
Si, 5.529, 6.6228, 12.1429, 0, -0.0012, -0.0001
Si, 8.0043, 2.5145, 17.1932, -0.0009, 0.0018, -0.0003
Si, 4.3414, 2.4623, 14.9538, 0.002, -0.0008, -0.0036
Si, 1.5188, 1.2239, 15.2329, -0.0015, 0.0004, -0.0014
Si, 1.5479, 9.4106, 12.0578, -0.0007, 0.0023, 0.0024
Si, 8.0357, 6.8648, 13.8754, -0.0017, -0.0015, -0.0025
Si, 10.3542, 9.8609, 15.4678, 0, 0.0007, -0.0027
Si, 9.8085, 7.005, 22.5656, 0.009, -0.0029, -0.0001
Si, 8.1222, 5.4982, 17.4112, 0, -0.0003, 0.0005
O, 6.031, 7.9789, 11.3024, 0.0012, 0.001, 0.0023
O, 6.0145, 9.2203, 16.8735, 0.0022, -0.0023, 0.0006
O, 7.6706, 1.3708, 13.2032, 0.0035, -0.0014, 0.0022
O, 0.8792, 1.7516, 13.8526, 0.0008, -0.0035, 0.0001
O, 9.4274, 6.2628, 16.8626, -0.0005, 0.0013, 0.0032
O, 6.7473, 6.2533, 13.1329, 0.0009, 0.006, 0.0004
O, 5.1362, 4.6651, 18.5404, 0.0005, 0.0008, -0.0049
O, 9.2049, 2.151, 18.2424, 0.0004, 0.0045, -0.001
O, 2.3797, 0.1377, 19.118, -0.0007, 0.001, 0.0052
O, 9.4009, 10.2482, 16.7443, 0.0025, -0.0028, 0.0004
O, 2.7716, 4.3932, 11.7397, -0.0015, -0.0035, 0.0023
O, 5.0653, 10.3352, 19.0815, 0.0002, -0.0006, -0.0006
O, 9.3959, 3.2528, 13.4703, 0.0024, 0.0018, 0.0008
O, 0.4163, 1.7485, 19.9022, -0.0042, 0.0028, -0.0062
O, 3.1237, 1.3718, 15.0379, -0.0006, 0.0048, 0.0029
O, 8.1829, 5.4133, 19.0207, 0.002, -0.0028, -0.0004
O, 3.8884, 6.5658, 17.3401, -0.0012, -0.0031, -0.0003
O, 4.5405, 3.2499, 16.3713, 0.0025, -0.0025, 0.0022
O, 9.0381, 5.6694, 14.292, 0.0007, 0.0001, -0.0004
O, 5.4912, 2.7593, 22.1759, -0.0008, -0.0009, 0.0035
O, 10.6547, 4.1521, 15.6477, 0.003, 0.0009, 0
O, 0.2984, 3.8418, 18.2262, -0.0016, -0.0039, -0.0037
O, 10.4461, 10.4969, 19.1633, -0.0023, -0.0028, -0.0047
O, 9.6142, 10.0425, 14.0244, 0.001, -0.0027, 0.0016
O, 10.8669, 8.1503, 22.1362, -0.0033, -0.0053, 0.0055
O, 1.181, 2.1888, 16.4783, -0.0002, 0.0036, -0.0041
O, 9.7031, 3.7464, 20.3484, -0.0032, 0.003, -0.0061
O, 8.1575, 4.0458, 16.7123, -0.001, -0.0026, 0.0065
O, -0.0589, 9.1092, 11.9518, 0.0007, 0.003, 0.0027
O, 6.5732, 2.445, 17.9484, 0.0021, 0.004, -0.005
O, 5.5883, 10.7276, 11.1638, 0.0021, 0.0029, -0.0033
O, 7.7442, 9.5881, 18.7892, -0.0001, -0.0019, -0.0037
O, 10.0117, 1.0393, 12.0836, 0.0036, 0.0048, 0.0034
O, 1.334, 6.9291, 9.1081, 0.0059, 0.0053, 0.0053
O, 0.5778, 4.7447, 13.3203, -0.0031, -0.0024, -0.0041
O, 5.6848, 7.6372, 18.9051, 0, 0.0002, -0.0063
O, 5.2025, 5.105, 11.5626, -0.0032, -0.0025, 0.0039
O, 2.7249, 6.9997, 15.0999, 0.0018, 0.0014, 0.0027
O, 0.8939, 2.7302, 11.4776, 0.0015, 0.0017, 0.0057
O, 0.8189, 10.7158, 15.5192, -0.0035, 0.0018, -0.0006
O, 2.3624, 8.5917, 10.9197, -0.0012, -0.0023, -0.0052
O, 4.7193, 2.4516, 11.2678, -0.0008, 0.0017, 0.0009
O, 4.2525, 3.4797, 13.6702, -0.0006, -0.0039, 0.0009
O, 2.1532, 4.7039, 16.4617, -0.0058, 0.0031, 0.0017
O, 10.6691, 8.2819, 15.6777, -0.0022, 0.0032, 0.0046
O, 6.9136, 10.305, 14.6742, -0.0016, 0.0011, 0.0036
O, 2.3468, 8.9562, 13.4155, 0.0004, -0.0018, -0.0027
O, 8.0041, 1.5521, 15.8823, -0.0043, -0.0003, 0
O, 4.127, 7.0277, 12.852, 0.0019, 0.0035, 0.0032
O, 4.2053, 2.0116, 18.713, 0.0036, -0.0002, -0.0023
O, 7.311, 4.4326, 21.2671, 0.0017, 0.0009, 0.0002
O, 8.4, 2.8856, 11.0926, 0.0009, -0.0056, 0.0013
O, 1.1643, 6.885, 17.2856, -0.0013, -0.0004, -0.0051
O, 5.6366, 1.5683, 14.7617, 0.0008, 0.0021, -0.0033
O, 8.1104, 9.7497, 11.6076, 0.0012, -0.0033, 0.0034
O, 9.2345, 6.2492, 21.2615, -0.0018, -0.0034, 0.0028
O, 8.9379, 7.7433, 12.8918, -0.0018, 0.0031, 0.0044
O, 1.6044, 0.1075, 11.9037, -0.0049, -0.0022, 0.0023
O, 6.6626, 6.1462, 17.0622, -0.0011, -0.0004, 0.0056
O, 7.382, 7.8174, 15.0342, -0.0004, 0.0017, -0.0015
O, 1.1762, 10.2701, 21.1891, -0.0055, 0.0029, 0.006
O, 10.0131, 8.2163, 18.2886, 0.0002, 0.0021, -0.0066
O, 3.9968, 0.8931, 21.069, 0.0035, 0.0007, 0.0008
O, 0.3491, 5.2896, 10.9044, 0.0043, -0.0061, -0.0046
O, 6.6922, 1.5699, 9.6479, -0.0052, 0.0008, 0.0054
O, 4.7832, 8.6986, 14.6717, 0.0003, -0.002, 0.0015

Results
free energy: -136402.814 eV
free energy less fixed offsets of O -570.45, Si -639.56 eV per atom: -0.834 eV

The program warned: the cutoff lies below the one the program advises for these potential files; the forces do not sum to zero within the program's tolerance; empty levels may hold ghost states of the PAW files; the exchange-correlation potential is rough where the density is thin.
